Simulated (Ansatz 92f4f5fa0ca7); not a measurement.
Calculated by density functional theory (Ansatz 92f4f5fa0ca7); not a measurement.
Periodic cell of 214 atoms, Si131O81As2, from a study of silicon, its oxide and their interface. The atomic structure is a simulated model.
Doubt: the cutoff is far below the 930 eV that the study's wrapper takes by default for these files, so forces and energies are approximate.
This geometry differs little from another in the collection (a relaxation step or a small displacement).

Settings: functional PBE; potential files Ansatz PAW; basis plane waves; wave-function cutoff 580 eV; density cutoff ratio 5; exchange-correlation grid ratio 1; k mesh 1 x 1 x 1, Gamma-centred; self-consistency stop 5e-08 eV per atom in the density residual; occupations fixed; spin none; net charge 0.

Cell vectors (angstrom)
a	10.938	0	0
b	0	10.938	0
c	0	0	31.5432

Atoms and the computed forces on them: element, x, y, z (angstrom), force x, y, z (eV/angstrom)
Si	10.3957	0.5068	24.1917	0.024	0.039	-0.0505
Si	6.0717	10.4442	24.1963	-0.0568	0.033	0.0084
Si	2.1143	3.2735	24.0858	-0.0329	-0.0148	-0.0447
Si	8.7126	2.2492	24.2742	0.0353	-0.0103	0.0026
Si	0.4689	5.0843	24.1332	-0.0104	0.0016	-0.0285
Si	5.0854	5.9048	24.184	-0.0849	-0.0745	-0.0589
Si	3.3971	7.6291	24.1483	0.0115	0.024	0.0221
As	7.7652	8.6346	23.9911	0.0113	-0.0181	0.0588
Si	1.2962	1.4415	25.3704	-0.0494	-0.0458	0.0059
Si	6.9383	1.2956	25.4863	0.0488	-0.0311	0.0051
Si	4.0245	4.1069	25.3049	0.0648	0.0568	0.0075
Si	9.6555	4.0997	25.3948	-0.0373	-0.0254	0.012
Si	1.4827	6.8163	25.35	0.0469	0.0275	-0.0054
Si	6.7968	6.941	25.4411	0.064	-0.0305	-0.0163
Si	4.2068	9.5076	25.3498	0.0337	-0.0353	0.0088
Si	9.4604	9.6338	25.4184	0.0455	-0.021	-0.0295
Si	2.7494	0.0051	26.6109	0.0296	0.0087	0.0531
Si	8.238	-0.0091	26.9498	-0.1455	-0.0388	-0.1906
Si	0.0009	2.7459	26.8688	0.0101	0.0353	-0.1503
Si	5.4461	2.7251	26.6448	-0.0301	-0.0165	0.0562
Si	2.7557	5.4523	26.8216	-0.0458	-0.0284	-0.1114
Si	8.2218	5.495	26.6689	0.0181	0.0031	0.039
Si	0.0149	8.2114	26.6238	-0.0324	-0.0359	0.0485
Si	5.4591	8.1991	26.8912	0.0011	0.152	-0.1047
Si	4.0981	1.3595	28.057	0.003	-0.0183	-0.0246
Si	9.5798	1.3932	28.2122	0.0938	0.0345	0.2188
Si	1.3802	4.1049	28.1713	0.0176	0.0535	0.1966
Si	6.8216	4.1097	28.0449	-0.0093	0.0302	-0.0765
Si	4.0825	6.8297	28.1842	0.0373	-0.0864	0.1003
Si	9.6038	6.8386	28.066	-0.0036	0.0223	-0.0295
Si	1.3728	9.5855	28.0354	0.0085	0.0222	-0.0664
Si	6.835	9.5619	28.2191	-0.0143	-0.0541	0.1569
Si	0.0254	-0.0121	29.4913	-0.0079	0.0065	0.0207
Si	5.448	0.0191	29.5047	-0.0055	0.0122	-0.0759
Si	2.751	2.7185	29.4901	0.0101	-0.0166	-0.0297
Si	8.1743	2.7675	29.4944	-0.0207	-0.0073	-0.0037
Si	-0.0022	5.4787	29.4996	0.0018	0	-0.0713
Si	5.4807	5.4575	29.4883	-0.0105	0.0002	0.0246
Si	2.7087	8.2199	29.4837	-0.0341	0.0543	0.0169
Si	8.2329	8.1759	29.5028	0.0083	0.0033	-0.0445
Si	1.3673	1.3673	30.8594	0.177	-0.0867	0.0563
Si	6.8362	1.3673	30.8594	-0.1583	0.1209	-0.0156
Si	4.1018	4.1018	30.8594	0.1246	-0.1343	0.0084
Si	9.5708	4.1018	30.8594	-0.1093	0.1482	-0.0347
Si	1.3673	6.8362	30.8594	-0.1037	0.1244	-0.0093
Si	6.8362	6.8362	30.8594	0.1028	-0.1759	0.0442
Si	4.1018	9.5708	30.8594	-0.1648	0.0716	-0.0524
Si	9.5708	9.5708	30.8594	0.1603	-0.0781	0.0295
Si	2.7345	0	0.6835	0.0796	-0.0861	0.0633
Si	8.2035	0	0.6835	-0.1648	0.0483	-0.0329
Si	0	2.7345	0.6835	-0.1646	0.1221	-0.0109
Si	5.469	2.7345	0.6835	0.0505	-0.1166	0.0501
Si	2.7345	5.469	0.6835	-0.1551	0.1074	-0.0227
Si	8.2035	5.469	0.6835	0.097	-0.1341	0.099
Si	0	8.2035	0.6835	0.1273	-0.1325	0.0598
Si	5.469	8.2035	0.6835	-0.0445	0.1272	-0.0206
Si	4.1121	1.3524	2.0523	-0.0004	-0.0073	0.0245
Si	9.5413	1.3844	2.0415	0.0015	-0.0206	0.0168
Si	1.334	4.13	2.0572	0.0011	-0.0058	-0.0118
Si	6.8502	4.0761	2.05	-0.0054	-0.0033	0.0446
Si	4.0808	6.8574	2.0398	0.0175	-0.0047	0.019
Si	9.5867	6.8197	2.051	0.0051	-0.0098	0.0144
Si	1.375	9.5612	2.0505	0.0125	-0.0125	0.043
Si	6.8314	9.5722	2.0676	-0.0168	0.0116	-0.0165
Si	-0.04	-0.0127	3.353	-0.0724	0.0121	-0.1677
Si	5.4611	-0.0093	3.4811	0.0095	-0.0112	0.0396
Si	2.6995	2.7219	3.3548	-0.0379	-0.0108	-0.2055
Si	8.1812	2.7023	3.4887	0.0164	-0.0326	0.0309
Si	-0.0275	5.4719	3.5055	0.0016	-0.0024	0.0534
Si	5.458	5.4682	3.3405	-0.0221	0.0442	-0.2128
Si	2.7339	8.2072	3.4754	0.0165	-0.0134	0.0276
Si	8.2212	8.1828	3.389	0.0241	0.0256	-0.1213
Si	1.2895	1.3692	4.6663	0.0247	-0.0214	0.1341
Si	6.8377	1.3069	4.9151	0.003	0.0104	-0.0659
Si	4.0618	4.1175	4.6343	0.0331	-0.0035	0.1567
Si	9.5286	4.066	4.8958	-0.0077	0.0226	-0.059
Si	1.3533	6.8727	4.8873	-0.0209	0.0101	-0.0568
Si	6.8336	6.8032	4.6809	0.003	-0.0165	0.1313
Si	4.1027	9.5658	4.8913	-0.0128	0.004	-0.0647
Si	9.5702	9.5701	4.7419	0.0147	-0.0094	0.0795
Si	2.6138	0.0429	6.1007	0.0039	0.0326	0.0343
Si	8.2267	-0.1289	6.2657	-0.0096	0.0055	-0.0041
Si	-0.0236	2.6502	6.1892	-0.0171	-0.0023	0.0001
Si	5.3758	2.7717	6.0688	-0.027	0.0041	0.0264
Si	2.7485	5.4314	6.123	-0.0004	0.0126	-0.0122
Si	8.0908	5.4406	6.1797	0.0074	0.018	0.0177
Si	-0.0043	8.3015	6.2261	-0.0091	0.0026	0.0142
Si	5.5615	8.152	6.149	-0.0032	-0.0017	0.0033
Si	3.4676	1.9478	7.1712	0.0313	-0.0376	-0.0177
Si	10.0215	0.834	7.4671	0.0087	-0.013	0.0291
Si	1.7658	3.663	7.3314	0.0084	0.0032	0.0321
Si	6.204	4.5315	7.3813	0.0026	-0.0114	0.0003
Si	4.6289	6.3101	7.245	0.0065	0.0001	0.0276
Si	9.1645	7.1946	7.3162	0.0023	-0.01	0.0002
Si	0.8906	10.1586	7.5191	0.0018	-0.0058	-0.0072
Si	7.4074	8.8901	7.4803	0.0242	-0.0125	0.0087
O	4.5433	6.6023	8.8708	0.0019	-0.002	-0.0102
O	1.3844	3.997	8.9173	-0.0058	0.0018	-0.0208
O	9.7649	6.558	8.7291	0.0024	0.0008	0.001
O	1.3004	10.1047	9.1501	0.0006	0.0016	0.0028
O	6.069	4.2296	9.0225	-0.0006	-0.002	-0.0011
O	3.7015	1.6212	8.761	0.0053	0.0034	0.0325
O	7.1354	8.9678	9.1296	0.0021	0.0056	-0.0009
O	9.6564	1.085	9.0706	0.0004	0.0033	-0.0173
O	8.2525	2.5859	22.7317	-0.0151	0.0022	-0.0093
O	10.9397	5.6363	22.6342	-0.0018	0.006	-0.0034
O	5.7565	-0.0024	22.6443	-0.0003	0.0193	-0.0406
O	5.4568	5.5108	22.6124	0.0328	0.0279	0.0213
O	2.2053	2.8812	22.4756	0.0189	-0.0006	0.0139
O	3.3662	7.8495	22.4994	-0.0039	0.0089	-0.0242
O	-0.303	11.1485	22.5698	-0.0059	-0.0204	0.0198
Si	2.1622	2.9434	12.8571	-0.0026	-0.0063	0.0074
Si	8.6837	1.3149	10.3534	-0.0082	0.0033	0.0078
Si	1.1052	4.495	15.3068	0.0031	-0.0017	-0.0049
Si	7.5568	5.5843	12.1818	-0.0026	0.0055	-0.0008
Si	2.4351	8.1987	21.2142	0.008	-0.0055	0.0143
Si	5.4281	7.788	12.4537	0.0027	-0.0002	0.0023
Si	9.2751	0.4504	15.5109	-0.002	0.0042	-0.0122
Si	2.937	-0.0378	16.6488	-0.0015	0.0054	-0.0136
Si	10.4607	1.1477	12.61	0.0097	-0.0064	0.0126
Si	7.815	2.8269	21.1999	0.014	0.0185	0.0189
Si	9.1408	8.775	14.4696	-0.0035	0.0012	-0.0034
Si	1.4666	4.7696	10.3493	0.0021	-0.0015	0.0082
Si	4.4987	9.4787	19.1255	-0.018	0.0025	-0.0054
Si	11.074	6.1209	21.0758	0.0041	0.008	-0.0026
Si	6.633	10.4468	14.838	0.0082	0.0069	-0.0031
Si	5.4682	0.7	21.2039	-0.0077	-0.0181	-0.0058
Si	2.3409	9.8092	10.3851	0.0006	0.011	0.0043
Si	0.5319	10.6662	21.2517	-0.0069	0.0051	0.0371
Si	5.9844	5.3445	21.0891	-0.002	0.0069	0.0267
Si	3.6354	7.0809	10.1079	-0.0076	-0.0072	0.0096
Si	9.0929	5.6851	14.8072	0.0053	0.001	-0.0024
Si	3.747	4.1463	19.0848	-0.0103	-0.0014	0.0033
Si	10.0893	3.663	19.3166	0.0008	-0.0014	-0.0027
Si	4.272	8.6758	15.3373	-0.0022	0.0078	-0.0049
Si	0.4736	1.9187	17.1392	0.0019	0.0042	-0.0097
Si	6.8664	7.5384	19.0966	0.0231	0.0125	0.0153
Si	5.3194	3.6163	16.718	-0.004	0.0005	-0.009
Si	7.8373	4.9534	17.477	0.0019	-0.0014	0.0002
Si	6.6615	9.928	10.3605	-0.014	0.0069	0.0047
Si	4.3773	1.0565	10.0979	-0.0061	0.0091	-0.012
Si	-0.0329	9.0787	11.9154	-0.0034	0.0046	0.0054
As	9.1225	8.8228	20.7964	0.0212	-0.0439	0.0005
Si	4.5658	1.6595	14.5554	-0.0001	-0.0026	-0.0013
Si	2.5745	2.1399	21.0769	0.009	0.0015	0.0098
Si	6.333	3.3453	10.3663	0.0081	-0.0035	0.0015
Si	3.4888	5.9182	16.711	0.0015	-0.0044	-0.0001
Si	9.8817	6.5331	10.3441	0.0001	-0.0053	0.0026
O	0.1883	2.6432	18.5707	0.0009	0.0001	0.002
O	2.944	9.6439	15.5641	0.0033	-0.003	0.001
O	10.9387	4.7703	20.1655	-0.002	0.0057	0.0075
O	7.5841	2.4163	9.9196	0.0054	0.0055	0.0085
O	10.9175	5.3313	10.7937	0.0019	0.0003	-0.01
O	6.6099	6.7377	12.8535	0.0013	0.0016	-0.0071
O	10.3249	8.0495	10.7935	0.0044	0.0017	-0.0034
O	7.6843	9.4562	13.9931	0.0008	-0.0035	-0.0022
O	8.4035	6.2102	10.9407	-0.0035	-0.0047	-0.0029
O	5.3651	10.4778	20.0753	-0.0005	0.0295	0.03
O	2.1601	3.7042	11.397	0.0003	0.0032	-0.0067
O	8.124	8.5851	19.3141	-0.0069	-0.0055	0.0075
O	6.4454	6.8044	20.5102	-0.0024	-0.0096	-0.007
O	5.5099	2.7335	15.3606	0.0006	0.002	0.0019
O	1.4616	0.9776	20.7198	0.0071	0.0074	-0.0039
O	6.0601	9.0555	11.6105	-0.0015	0.0041	-0.0125
O	4.7247	5.0234	16.1355	-0.0009	0.0022	0.0025
O	6.6957	3.7968	17.577	0.0028	0.0026	-0.0021
O	10.5025	10.6515	11.8284	0.0034	0.0006	-0.0031
O	5.5993	0.492	13.9759	0.0008	-0.0013	0
O	8.1218	5.0004	15.8899	0.0024	0.0004	0.0004
O	9.7413	9.8112	15.5896	0.0039	-0.0041	-0.0012
O	-0.3225	5.2098	15.0655	0.0045	0.0026	-0.0021
O	1.5793	6.861	20.8181	-0.0076	-0.0012	-0.0061
O	1.5233	0.6429	17.1546	0.0029	0.0024	0.0012
O	6.6771	1.7232	20.7993	-0.0105	-0.0108	0.0028
O	1.0131	1.7726	12.8225	-0.0036	-0.0026	-0.0022
O	3.2723	5.5265	18.3044	0.0034	0.0026	-0.0011
O	9.5264	2.0058	11.5834	-0.0049	-0.0015	-0.0136
O	1.0007	3.0937	16.1355	-0.0008	0.005	-0.0003
O	8.6232	5.1602	13.3391	-0.0022	0.0014	-0.0026
O	10.2939	8.5582	13.3281	-0.0017	0.0016	0.0027
O	1.4975	9.433	21.7222	0.0025	0.0076	-0.0182
O	10.4097	10.0178	20.1551	-0.0028	-0.0022	-0.0047
O	3.1767	0.2158	10.8675	0.0015	-0.0021	-0.0029
O	5.0804	2.3618	10.8207	-0.0007	-0.0074	-0.0066
O	1.7771	4.1371	13.8798	-0.0036	-0.0039	0.0009
O	7.9154	10.8735	10.8322	-0.0044	0.0033	-0.0102
O	9.1815	4.4999	18.2547	0.0015	0.0026	0.0025
O	5.6522	9.4958	15.758	0.0012	-0.0013	0.0042
O	5.5249	-0.0308	9.7326	0.0114	-0.0036	-0.0079
O	3.5971	2.2723	13.363	-0.0041	0.0038	-0.0052
O	2.055	5.6039	16.0145	-0.0013	-0.0054	-0.0109
O	9.7187	1.051	14.0533	0.0078	0.0016	-0.0067
O	4.4138	6.9333	11.517	0.001	-0.0021	-0.0086
O	4.8414	4.6408	20.1782	0.0029	0.0027	0.0006
O	9.9621	1.3361	16.6659	0.0024	-0.002	0.0031
O	6.6766	4.3147	11.641	0.0012	-0.0021	-0.0085
O	5.5765	8.3877	18.5525	0.0047	0.0022	-0.0035
O	9.134	2.7152	20.2488	0.0021	-0.0005	-0.0018
O	3.637	1.1386	15.7824	0.0025	0.0024	0.0034
O	4.2849	3.1161	17.9064	0.0059	0.0052	-0.0045
O	9.9012	7.1863	20.6768	-0.0035	0.0282	0.0218
O	3.3445	8.6592	9.823	0.0019	-0.0014	-0.0041
O	3.9472	7.4343	16.3436	0.0039	0.0079	-0.0007
O	7.6397	0.4794	15.7028	0.0029	0.001	-0.0003
O	8.9106	7.2886	15.0521	-0.0018	0.002	-0.003
O	4.0506	1.4865	21.2707	0.016	-0.0018	-0.0078
O	1.5922	9.1483	11.6979	-0.0057	0.0006	-0.0061
O	2.3165	6.1491	10.1921	0.0059	-0.0037	-0.0019
O	7.2757	6.3897	18.0123	-0.0001	-0.0017	-0.0038
O	7.2786	4.3582	21.055	-0.0084	-0.0056	-0.0101
O	4.5585	8.2471	13.7729	0.0026	-0.0008	-0.0079
O	3.346	8.6677	19.954	0.0102	0.0074	-0.011
O	2.6275	3.2777	19.8984	0.0053	-0.0046	0.0059
O	3.759	10.3693	17.9659	0.0068	-0.005	0.0054

Results
free energy: -139055.138 eV
free energy less fixed offsets of As -4856.12, O -568.88, Si -635.61 eV per atom: 1.292 eV

The program warned: the cutoff lies below the one the program advises for these potential files; the forces do not sum to zero within the program's tolerance; the exchange-correlation potential is rough where the density is thin.
